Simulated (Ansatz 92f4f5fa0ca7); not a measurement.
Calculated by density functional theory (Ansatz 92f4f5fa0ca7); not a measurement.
Periodic cell of 224 atoms, Si133O90H1, from a study of silicon, its oxide and their interface. The atomic structure is a simulated model.
Doubt: the cutoff is far below the 930 eV that the study's wrapper takes by default for these files, so forces and energies are approximate.
This geometry differs little from another in the collection (a relaxation step or a small displacement).

Settings: functional PBE; potential files Ansatz PAW; basis plane waves; wave-function cutoff 580 eV; density cutoff ratio 5; exchange-correlation grid ratio 1; k mesh 1 x 1 x 1, Gamma-centred; self-consistency stop 5e-08 eV per atom in the density residual; occupations fixed; spin none; net charge +1 e, with a uniform compensating background and no finite-size correction.

Cell vectors (angstrom)
a, 10.938, 0, 0
b, 0, 10.938, 0
c, 0, 0, 32.3557

Atoms: element, x, y, z (angstrom)
Si, 0.3462, -0.2942, 24.7623
Si, 5.29, 0.2928, 25.0631
Si, 3.0762, 2.4755, 25.0247
Si, 7.9489, 2.9329, 25.0176
Si, -0.1993, 5.6645, 24.7949
Si, 5.7628, 5.1736, 24.9114
Si, 2.6241, 8.4065, 24.6613
Si, 8.501, 7.9016, 24.8414
Si, 1.4108, 1.2943, 26.1831
Si, 6.8382, 1.406, 26.3891
Si, 4.1787, 4.0922, 26.2904
Si, 9.6077, 4.1124, 26.1908
Si, 1.4233, 6.8468, 26.0677
Si, 6.902, 6.7976, 26.1885
Si, 4.1048, 9.5347, 26.1623
Si, 9.6561, 9.5317, 26.1205
Si, 2.7563, -0.0467, 27.5835
Si, 8.2642, -0.0495, 27.5568
Si, 0.0265, 2.7024, 27.5351
Si, 5.4722, 2.748, 27.6906
Si, 2.7351, 5.4819, 27.5357
Si, 8.2345, 5.4462, 27.5935
Si, 0.0502, 8.1738, 27.5391
Si, 5.4925, 8.1768, 27.5325
Si, 4.1018, 1.3673, 28.9374
Si, 9.5708, 1.3673, 28.9374
Si, 1.3673, 4.1018, 28.9374
Si, 6.8362, 4.1018, 28.9374
Si, 4.1018, 6.8362, 28.9374
Si, 9.5708, 6.8362, 28.9374
Si, 1.3673, 9.5708, 28.9374
Si, 6.8362, 9.5708, 28.9374
Si, 0, 0, 30.3047
Si, 5.469, 0, 30.3047
Si, 2.7345, 2.7345, 30.3047
Si, 8.2035, 2.7345, 30.3047
Si, 0, 5.469, 30.3047
Si, 5.469, 5.469, 30.3047
Si, 2.7345, 8.2035, 30.3047
Si, 8.2035, 8.2035, 30.3047
Si, 1.3673, 1.3673, 31.6719
Si, 6.8362, 1.3673, 31.6719
Si, 4.1018, 4.1018, 31.6719
Si, 9.5708, 4.1018, 31.6719
Si, 1.3673, 6.8362, 31.6719
Si, 6.8362, 6.8362, 31.6719
Si, 4.1018, 9.5708, 31.6719
Si, 9.5708, 9.5708, 31.6719
Si, 2.7345, 0, 0.6835
Si, 8.2035, 0, 0.6835
Si, 0, 2.7345, 0.6835
Si, 5.469, 2.7345, 0.6835
Si, 2.7345, 5.469, 0.6835
Si, 8.2035, 5.469, 0.6835
Si, 0, 8.2035, 0.6835
Si, 5.469, 8.2035, 0.6835
Si, 4.1018, 1.3673, 2.0507
Si, 9.5708, 1.3673, 2.0507
Si, 1.3673, 4.1018, 2.0507
Si, 6.8362, 4.1018, 2.0507
Si, 4.1018, 6.8362, 2.0507
Si, 9.5708, 6.8362, 2.0507
Si, 1.3673, 9.5708, 2.0507
Si, 6.8362, 9.5708, 2.0507
Si, 0, 0, 3.418
Si, 5.469, 0, 3.418
Si, 2.7345, 2.7345, 3.418
Si, 8.2035, 2.7345, 3.418
Si, 0, 5.469, 3.418
Si, 5.469, 5.469, 3.418
Si, 2.7345, 8.2035, 3.418
Si, 8.2035, 8.2035, 3.418
Si, 1.2234, 1.4955, 4.7702
Si, 6.7995, 1.3922, 4.8247
Si, 4.1342, 4.0303, 4.7932
Si, 9.5369, 4.1148, 4.8497
Si, 1.366, 6.8212, 4.7656
Si, 6.7884, 6.9007, 4.7816
Si, 4.0736, 9.6207, 4.7735
Si, 9.609, 9.5454, 4.7196
Si, 2.663, 0.1371, 5.9766
Si, 8.185, -0.0763, 6.0288
Si, -0.1748, 2.7236, 6.3738
Si, 5.4359, 2.6862, 6.3382
Si, 2.6691, 5.3614, 6.0638
Si, 8.1572, 5.5356, 6.1511
Si, 0.0374, 8.2165, 6.1225
Si, 5.3815, 8.2507, 6.1907
Si, 3.6694, 1.5561, 7.5601
Si, 9.6265, 0.8987, 7.5936
Si, 1.529, 3.902, 7.5522
Si, 6.5268, 4.4638, 7.4811
Si, 4.1831, 6.5817, 7.3317
Si, 9.3565, 7.1461, 7.4231
Si, 1.1876, 9.8965, 7.309
Si, 7.0726, 9.3588, 7.4275
O, 9.6078, 6.7816, 24.2956
O, 4.1794, 1.3703, 24.4601
O, 8.1918, 8.2225, 7.9019
O, 2.6447, 2.7747, 8.0454
O, 6.8642, 4.0351, 24.4131
O, 1.4718, 9.5342, 24.2094
O, 5.3569, 5.5578, 7.8731
O, 0.0018, -0.0467, 7.8686
O, 7.1257, 4.0741, 8.9668
O, 6.7004, 10.2218, 8.8204
O, 10.1436, 6.6764, 8.8082
O, 2.0611, 9.5534, 8.6664
O, 3.8904, 0.6356, 8.9498
O, 1.0507, 4.7089, 8.9348
O, 8.8714, 0.8165, 9.1077
O, 3.3573, 7.1145, 8.6524
O, 7.7783, 8.5325, 23.4918
O, 8.5499, 2.0796, 23.7586
O, 5.1081, 5.7872, 23.5328
O, 2.4799, 3.2471, 23.7158
O, 10.6241, 0.4208, 23.4156
O, 0.4304, 4.9484, 23.4296
O, 3.3825, 7.7959, 23.2832
O, 6.1542, 10.6602, 23.8018
Si, 9.5731, 2.5378, 19.9466
Si, 5.5941, 6.6994, 19.6546
Si, 7.9923, 3.418, 14.5452
Si, 13.3437, 3.2488, 13.3482
Si, 4.6759, 1.4297, 13.6244
Si, 5.0298, 7.2169, 14.3128
Si, 4.0288, 5.4773, 12.2557
Si, 4.0173, 6.4551, 22.5344
Si, 9.531, 10.7961, 14.3321
Si, 6.8277, 5.5376, 12.6299
Si, 7.3251, 1.9115, 12.1696
Si, 3.3115, 13.4957, 17.8315
Si, 7.9951, 4.3778, 10.2868
Si, 9.1766, 7.8063, 14.652
Si, 7.5569, 0.5128, 18.4897
Si, 9.7928, 5.1634, 16.247
Si, 7.6549, 9.6629, 16.326
Si, 2.1988, 11.3489, 12.4275
Si, 7.9906, 15.8425, 18.7927
Si, 12.4924, 13.4843, 20.0862
Si, -1.6447, 1.0801, 22.7337
Si, 4.9083, 10.0236, 15.4096
Si, 2.8608, 10.9401, 19.2641
Si, 5.5766, 9.6572, 20.1235
Si, 10.7492, 5.4476, 9.6865
Si, 7.1088, 9.8427, 22.7973
Si, 6.2772, 13.8157, 17.0253
Si, -3.1247, -0.1764, 9.892
Si, 1.7716, 4.2806, 16.0876
Si, -1.68, 9.1453, 11.9286
Si, 1.0164, 8.934, 14.2753
Si, 3.5152, 7.6341, 10.1709
Si, 1.7497, 4.2858, 22.7256
Si, 2.5295, 9.1381, 16.9855
Si, 14.0047, 10.3538, 9.6724
Si, 4.0144, 6.4043, 17.0686
Si, 11.6948, -3.4886, 11.7172
O, 5.1034, 6.6914, 15.8631
O, 3.7299, 2.66, 14.12
O, 6.6739, 3.2012, 15.4711
O, 3.9982, 10.1126, 20.0926
O, 4.2987, 6.4409, 10.9666
O, 1.3333, 3.3891, 21.4371
O, 4.1055, 9.1738, 10.2103
O, -3.3827, -5.2177, 11.1683
O, 10.681, -2.2795, 11.3547
O, 9.2778, 3.7544, 15.52
O, 5.4443, 4.6932, 12.4408
O, 3.5084, 10.1594, 16.1889
O, 6.399, 6.8953, 13.4613
O, 10.2864, 9.2014, 14.7101
O, 6.0543, 9.6107, 16.4806
O, 9.795, 6.39, 15.1098
O, 13.7775, 4.3511, 12.1964
O, 6.7487, 1.3606, 17.3524
O, 1.5011, 8.682, 15.7858
O, 1.9629, 9.902, 18.3167
O, 14.1708, 7.7743, 17.4668
O, 4.6912, 14.0606, 17.2076
O, 8.6887, 12.3868, 19.1287
O, 5.8185, 2.0631, 12.7065
O, 8.2603, 2.0815, 13.5761
O, 2.7696, 5.4527, 22.2357
O, 8.9045, 14.9728, 19.8332
O, 2.0856, 10.9312, 10.8729
O, -3.1059, 4.7346, 13.6226
O, 10.6008, 11.8093, 14.9702
O, 7.7889, 3.1389, 11.2807
O, 8.7756, 8.0144, 13.0768
O, 2.7569, 14.1968, 19.2102
O, 12.4723, 4.0442, 14.4772
O, 8.2838, 10.831, 22.2328
O, 13.0625, 7.7779, 10.9821
O, 12.5659, 1.9414, 12.6974
O, 8.1157, 10.6502, 15.0873
O, 4.7526, 16.89, 18.4457
O, 8.2968, 10.1852, 17.718
O, 5.3019, 11.488, 14.8332
O, 3.7832, 0.3732, 12.7704
O, 6.9904, 14.8213, 18.0489
O, -1.4974, 10.593, 12.7268
O, 9.7125, 2.0043, 21.4648
O, 5.7705, 8.2821, 19.2577
O, 2.9544, 5.3194, 16.4877
O, -2.5861, -1.5582, 10.6286
O, 6.4795, 21.821, 19.5456
O, 11.911, 7.5753, 13.3722
O, 6.1239, 9.3328, 21.6089
O, 2.1329, 2.8155, 16.718
O, 7.0973, 16.9387, 19.6219
O, 7.2715, 11.5503, 11.2175
O, 8.9185, 16.495, 17.5721
O, 1.9523, 0.9383, 20.258
O, 3.7841, -4.4786, 13.5606
O, 8.1381, 8.1807, 15.8321
O, 0.2209, 6.0076, 11.191
O, 4.8102, 8.839, 14.2789
O, 11.0648, 13.5353, 19.2807
O, 4.7949, 6.6528, 21.0864
O, 1.4853, 10.2378, 13.4453
O, 11.3263, 4.902, 16.6838
O, 3.5896, 1.0013, 18.1915
O, 9.5689, 4.3613, 9.9095
H, 10.3695, 12.7399, 15.146

Results
free energy: -135754.736 eV
free energy less fixed offsets of H -15.97, O -568.88, Si -635.61 eV per atom: -3.436 eV

Forces (eV/angstrom), in the order of the atoms: element, x, y, z
Si, 0.0017, -0.0017, -0.0051
Si, -0.0022, 0.0035, -0.0024
Si, 0.0013, 0.0009, 0.0152
Si, -0.0029, 0.002, 0.0073
Si, 0.0001, 0.0028, -0.0071
Si, 0.0028, -0.0015, -0.004
Si, -0.0039, -0.0031, -0.0099
Si, 0.0016, 0, -0.0061
Si, 0.0012, 0.0026, 0.0011
Si, 0.0003, 0.0017, 0.0015
Si, -0.0014, -0.0032, 0.0005
Si, -0.0001, -0.0026, 0.0022
Si, 0.0039, -0.0014, 0.0014
Si, -0.0015, 0.0004, 0.0013
Si, 0.0026, -0.0018, 0.0032
Si, -0.0034, 0.0013, 0.001
Si, -0.0047, 0.0002, 0.0004
Si, 0.0011, -0.0009, -0.0038
Si, 0.0004, -0.0003, -0.0046
Si, -0.0009, 0.0002, -0.006
Si, -0.0009, 0.0019, -0.0043
Si, 0.0013, 0.002, 0.0002
Si, -0.0008, 0.0004, 0.0026
Si, -0.0002, 0, -0.0038
Si, -0.2362, -0.2711, 0.405
Si, 0.1595, -0.0955, -0.1376
Si, 0.0344, -0.0184, -0.3075
Si, 0.3069, 0.2588, 0.6334
Si, 0.0175, 0.0154, -0.2145
Si, 0.2253, 0.0364, -0.0222
Si, 0.0132, -0.1707, 0.0983
Si, 0.1109, -0.1505, -0.2416
Si, 0.0151, 0.0159, -0.0177
Si, -0.0359, 0.0714, -0.0118
Si, -0.0125, -0.0511, 0.0038
Si, -0.0516, 0.0759, -0.0013
Si, -0.058, 0.0353, -0.0122
Si, 0.0657, 0.0189, 0.0038
Si, -0.0318, 0.0575, -0.0156
Si, -0.0007, 0.0128, -0.016
Si, -0.0229, -0.0051, -0.0022
Si, 0.0432, -0.0645, -0.0165
Si, 0.0216, 0.0032, -0.02
Si, 0.0324, -0.0435, -0.0165
Si, 0.0886, -0.0334, -0.0261
Si, -0.0174, -0.0101, -0.0096
Si, 0.0009, -0.0452, -0.0235
Si, -0.0131, 0.0228, -0.0163
Si, 0.0587, -0.0058, -0.014
Si, -0.056, 0.0505, 0.0067
Si, -0.0203, 0.0228, 0.0476
Si, -0.043, 0.0448, 0.0381
Si, -0.0891, 0.039, 0.0012
Si, 0.0098, -0.0121, -0.0178
Si, -0.0237, 0.0099, 0.0306
Si, 0.0283, 0.022, 0.0428
Si, -0.1144, -0.1455, 0.0172
Si, -0.0167, -0.1469, -0.0123
Si, 0.1442, 0.0375, -0.0072
Si, 0.0615, 0.0601, 0.0224
Si, -0.0281, -0.0663, 0.0142
Si, -0.1301, -0.1066, 0.005
Si, 0.0709, 0.0784, 0.0007
Si, 0.0999, 0.0388, 0.0105
Si, -0.0271, 0.2983, -0.3727
Si, 0.0561, 0.1832, 0.0074
Si, -0.2421, 0.1148, -0.1262
Si, -0.1208, 0.1094, 0.3527
Si, -0.1966, -0.1925, 0.131
Si, -0.0083, -0.0812, 0.1307
Si, 0.0371, 0.0328, 0.0113
Si, -0.0653, -0.0417, -0.3017
Si, 0.0035, 0.0002, 0.0045
Si, -0.0011, -0.0007, 0.0015
Si, -0.0003, -0.0023, 0.0006
Si, -0.0042, 0.0019, 0.002
Si, -0.0023, 0.0003, 0.0017
Si, -0.0052, 0.003, -0.0027
Si, 0.0026, -0.003, -0.001
Si, 0.0039, -0.0088, 0.002
Si, -0.0015, 0.0047, 0.0026
Si, -0.0021, 0.0039, 0.0047
Si, 0, 0.0006, 0.0039
Si, 0.0022, 0.0008, 0.0002
Si, -0.0024, 0.0006, 0.0034
Si, 0.0011, -0.0069, 0.0024
Si, 0.0098, 0.0164, 0.0085
Si, 0.0134, 0.0085, 0.0095
Si, -0.0008, 0.0007, 0.0029
Si, -0.0035, -0.0031, -0.0036
Si, 0.001, 0.0014, 0.0026
Si, 0.0047, -0.0021, -0.0014
Si, -0.0015, -0.0015, -0.0002
Si, 0.0027, -0.0009, 0.0054
Si, -0.009, -0.0253, -0.022
Si, -0.019, -0.0095, -0.0103
O, -0.0001, 0.0006, 0.0024
O, 0.0045, -0.0045, -0.0007
O, -0.0016, 0.0023, 0
O, -0.0026, -0.0008, -0.0016
O, -0.0021, 0.002, -0.0003
O, 0.0015, -0.0021, 0.0021
O, -0.0008, 0.002, 0.0012
O, -0.0027, 0.0085, 0.0054
O, 0.0002, 0.0009, 0.002
O, 0.0023, 0.0002, 0
O, -0.0014, -0.0014, -0.001
O, 0.003, 0.0008, 0.0087
O, -0.0004, -0.0003, -0.0009
O, -0.0001, -0.0022, -0.0016
O, 0.0018, 0.0015, -0.0004
O, 0.0042, 0.0047, 0.0098
O, 0.0006, -0.0013, 0.0037
O, -0.0018, 0.0038, -0.0019
O, -0.0016, 0.0011, 0.0014
O, -0.0002, -0.0064, -0.007
O, 0.0043, -0.0026, 0.0053
O, -0.0028, 0.0016, 0.0044
O, -0.0006, 0.0021, 0.0037
O, 0.0004, -0.0017, -0.0031
Si, 0.0004, 0.0007, -0.0007
Si, -0.0004, 0.0006, 0.0015
Si, -0.0009, 0.0043, 0.0053
Si, 0.001, 0.001, 0.0034
Si, -0.0027, 0.0013, 0.0029
Si, -0.0042, -0.0019, 0.0014
Si, -0.0009, -0.0012, 0.0034
Si, 0.0002, -0.0014, 0.0011
Si, -0.0185, 0.0431, -0.0116
Si, -0.0031, -0.0021, 0.0001
Si, -0.0054, 0.0017, -0.0027
Si, -0.0012, 0.0001, 0.0025
Si, 0.0038, 0.0002, -0.0035
Si, 0.01, -0.0022, 0.0079
Si, -0.0004, 0.0004, 0.004
Si, -0.0002, -0.0012, 0.0023
Si, -0.0057, 0.0077, 0.011
Si, 0.0075, -0.0008, 0.0027
Si, -0.0003, 0.0005, 0.0015
Si, 0.0009, -0.0009, -0.0011
Si, -0.0003, -0.0068, -0.0024
Si, -0.0024, -0.0019, -0.0015
Si, 0.0003, 0.0013, 0.0013
Si, -0.0018, -0.0019, 0.0015
Si, -0.0042, -0.0024, -0.0018
Si, -0.0005, -0.0001, -0.0008
Si, -0.0011, 0.0011, 0.0023
Si, -0.0004, 0.0017, -0.0007
Si, 0.0012, -0.0007, 0.0005
Si, 0.0003, -0.0015, -0.0112
Si, -0.0093, 0.0054, 0.0171
Si, -0.0207, 0.0011, 0.0051
Si, -0.0017, 0.0084, 0.0005
Si, -0.0029, -0.0119, -0.0044
Si, 0.0003, 0.0012, -0.0023
Si, -0.0002, 0.0001, 0.002
Si, 0.0227, 0.0003, -0.011
O, -0.0001, 0.001, 0.0003
O, 0.0005, -0.001, -0.0016
O, 0.0011, -0.0005, -0.0028
O, 0.0027, -0.0007, -0.0003
O, -0.001, 0.0018, -0.0013
O, -0.0035, -0.0001, -0.0051
O, -0.0058, -0.0053, 0.0003
O, -0.0001, 0.0011, 0.0001
O, -0.0005, 0.0009, 0.0028
O, -0.0011, 0.0004, -0.0002
O, -0.0013, 0.002, -0.0011
O, -0.0046, -0.0035, -0.0026
O, 0.0013, 0.0005, -0.0011
O, 0.024, -0.0398, -0.0053
O, 0.0019, 0.0002, -0.0007
O, -0.0025, 0.006, -0.0028
O, -0.0002, 0, -0.001
O, 0.0004, -0.0012, -0.0023
O, 0.0049, 0.0113, 0.0038
O, 0.0015, -0.0044, -0.0054
O, -0.0096, 0.0075, -0.0068
O, 0.0005, 0, -0.0007
O, -0.0006, -0.0008, -0.0018
O, 0.0024, -0.0009, -0.0003
O, 0.0025, -0.0056, 0.0008
O, 0.0019, 0.0024, 0.0002
O, -0.0006, -0.0002, -0.0006
O, 0.0003, 0.0014, 0.0038
O, 0.0013, -0.0017, -0.0008
O, -0.0182, 0.0828, 0.0148
O, -0.0005, 0.0002, 0
O, 0.0007, 0.0028, 0.0032
O, 0.0008, -0.0007, -0.0016
O, -0.0003, 0.0003, -0.0017
O, -0.0007, -0.0007, -0.0001
O, -0.0013, -0.0086, -0.0034
O, -0.0004, -0.003, -0.001
O, 0.0018, -0.0063, -0.0004
O, -0.0015, 0.0004, -0.0019
O, -0.0023, -0.0019, -0.0068
O, -0.0006, -0.0003, -0.0009
O, -0.0076, 0.0007, -0.0024
O, -0.0012, -0.0009, -0.0013
O, 0.0034, -0.0008, 0.0092
O, 0.0017, 0.0019, -0.0047
O, -0.001, 0.0028, 0.0008
O, 0.0001, -0.0004, -0.0005
O, 0.0016, -0.0002, 0.0039
O, 0.001, 0.0005, -0.0021
O, -0.0043, 0.006, -0.0029
O, 0.0007, 0.001, -0.0011
O, -0.001, -0.0001, -0.0011
O, 0.0001, -0.0006, -0.0006
O, 0.0008, -0.0017, 0.0004
O, 0.0001, 0.0005, -0.0023
O, 0.0002, 0.0001, -0.0008
O, 0.0021, -0.0005, 0
O, 0.0044, -0.0038, -0.0072
O, 0.001, 0.0042, 0.0001
O, 0.001, 0.0026, 0.0004
O, -0.0016, -0.0002, -0.0025
O, -0.0007, 0, -0.0002
O, -0.0037, -0.0014, -0.0006
O, -0.0015, 0.0008, -0.0006
O, -0.0009, -0.0007, -0.001
O, 0.0008, 0.0046, 0.0015
H, 0.0174, -0.0922, -0.0147

The program warned: the cutoff lies below the one the program advises for these potential files; the forces do not sum to zero within the program's tolerance; the exchange-correlation potential is rough where the density is thin.
